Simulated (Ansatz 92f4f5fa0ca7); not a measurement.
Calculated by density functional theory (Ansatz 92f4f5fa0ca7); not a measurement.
Periodic cell of 258 atoms, Si144O114, from a study of silicon, its oxide and their interface. The atomic structure is a simulated model.
This geometry differs little from another in the collection (a relaxation step or a small displacement).

Settings
functional: r2SCAN
potential files: Ansatz PAW
basis: plane waves
wave-function cutoff: 800 eV
density cutoff ratio: 5
exchange-correlation grid ratio: 1
k mesh: 1 x 1 x 1, shifted by 0.5 0.5 0 of a step
self-consistency stop: 1e-10 eV per atom in the density residual
occupations: fixed
spin: none
net charge: 0

Cell vectors (angstrom)
a, 10.88, 0, 0
b, 0, 10.88, 0
c, 3.9149, -0.4319, 35.8798

Atoms: element, x, y, z (angstrom)
Si, 1.0554, 1.6908, 1.4187
Si, 3.7868, 4.376, 1.6595
Si, 1.6442, 6.607, 1.5165
Si, 2.7605, -2.7167, 2.8556
Si, -3.8354, 1.0258, 1.4694
Si, -0.6991, 3.4981, 1.3562
Si, 6.3797, 7.1834, 1.0709
Si, -1.6307, -1.1539, 1.5954
Si, 2.6356, 2.7247, 2.8371
Si, 5.4654, 5.593, 2.6919
Si, 4.2447, -1.4496, 1.581
Si, 5.5004, -0.0152, 2.889
Si, -2.6065, 2.6983, 2.5961
Si, 0.0501, 5.3352, 2.6946
Si, 8.0077, 8.1, 2.6781
Si, 0.0018, 0.0626, 2.7793
Si, 1.3416, 4.0894, 4.2235
Si, 4.1373, 6.8356, 4.1975
Si, 1.3618, -1.331, 4.1029
Si, 4.0733, 1.3686, 4.1186
Si, 6.8675, 4.1219, 3.9307
Si, 9.4701, 6.732, 3.965
Si, 6.7967, 9.4503, 4.2069
Si, -1.3779, 1.3769, 4.144
Si, -0.0371, 2.7216, 5.5349
Si, 2.7516, 5.4555, 5.4903
Si, -0.0356, 8.1334, 5.348
Si, 2.7171, 0.0069, 5.4896
Si, 5.486, 2.7731, 5.3535
Si, 8.1615, 5.419, 5.4137
Si, 5.4381, 8.1657, 5.5912
Si, 8.1719, -0.0171, 5.4724
Si, 1.3549, 1.3565, 6.8547
Si, 4.125, 4.0764, 6.7753
Si, 1.34, 6.8252, 6.7645
Si, 4.0573, 9.5411, 6.8865
Si, 6.7946, 1.3865, 6.7576
Si, 9.4836, 4.0935, 6.8533
Si, 6.8272, 6.7633, 6.843
Si, -1.3264, 9.5008, 6.7697
Si, 2.7577, 2.7421, 8.1426
Si, 5.4345, 5.4103, 8.1812
Si, 2.6657, 8.1574, 8.1876
Si, 5.4522, 0.0593, 8.1595
Si, 8.1205, 2.7059, 8.1856
Si, 0.0203, 5.4617, 8.1464
Si, -2.6675, 8.161, 8.1358
Si, -0.0105, -0.0352, 8.1819
Si, 1.3941, 4.1002, 9.4911
Si, 4.0291, 6.7573, 9.5109
Si, 1.3348, 9.5147, 9.5731
Si, 4.0964, 1.4094, 9.5259
Si, 6.7508, 4.0443, 9.5601
Si, -1.303, 6.833, 9.5064
Si, 6.8486, -1.3321, 9.4472
Si, 9.5016, 1.3395, 9.5246
Si, 0.0366, 2.7207, 10.8046
Si, 2.6964, 5.4095, 10.9554
Si, 0.0168, 8.139, 10.971
Si, 2.7183, 0.0552, 10.8285
Si, 5.3846, 2.7274, 10.9926
Si, 8.1844, 5.4495, 10.7567
Si, 5.4424, 8.1824, 10.7055
Si, 8.1513, -0.0156, 10.9114
Si, 1.3794, 1.3964, 12.2235
Si, 3.9793, 4.0465, 12.4142
Si, 1.3712, 6.7647, 12.3641
Si, 4.1193, -1.3328, 12.052
Si, 6.7515, 1.3063, 12.2872
Si, -1.3361, 4.1022, 12.0832
Si, 6.7964, 6.8243, 12.0175
Si, -1.3575, 9.5195, 12.3
Si, 2.5796, 2.6723, 13.8693
Si, 5.4954, 5.5102, 13.463
Si, 2.873, 8.216, 13.4872
Si, 5.3426, -0.0675, 13.6082
Si, -2.656, 2.7092, 13.4321
Si, -0.1015, 5.3861, 13.6554
Si, 8.0436, 8.1562, 13.5067
Si, 0.0754, -0.0002, 13.5967
Si, 0.6009, 3.5508, 14.9824
Si, 4.7032, 7.3264, 14.6981
Si, 1.879, -0.9776, 14.7742
Si, 3.5528, 0.7676, 14.946
Si, -3.5907, 4.5117, 14.5416
Si, 1.8171, -2.018, 16.876
Si, 6.3739, -1.7795, 14.8611
Si, -0.9651, 1.7603, 14.7342
Si, -2.3148, 8.0788, 23.0358
Si, 4.5386, 2.9476, -7.9291
Si, -1.6785, 1.2541, 16.8935
Si, 0.0288, 4.5897, -3.7038
Si, 8.164, 5.1535, 17.1612
Si, -2.0367, 6.3126, 14.6593
Si, -2.412, 4.3786, 22.1589
Si, -0.9869, -1.3858, 18.0188
Si, 5.811, -0.4355, 25.9222
Si, 5.9548, 0.2069, -3.7748
Si, 2.9537, 0.9297, -3.1165
Si, -2.3576, 3.1464, -8.2456
Si, -2.1251, 0.6341, 25.6964
Si, -0.8063, 3.988, 17.6972
Si, 2.5238, 2.1358, 23.0316
Si, -1.7421, 0.1005, 22.9017
Si, 3.9691, 6.7401, 16.7919
Si, 0.9121, 0.4119, -7.3836
Si, 4.1062, -0.0572, 17.8654
Si, 4.1845, 1.9722, 20.28
Si, 2.2604, 3.866, -3.114
Si, 5.39, 5.8072, 25.0381
Si, 6.5913, 6.269, -1.2513
Si, 5.8725, 7.8775, -3.8441
Si, 5.6226, -2.4837, 23.5401
Si, 2.1987, 0.2569, -0.1797
Si, 1.1239, -0.5536, 22.5845
Si, 0.2946, -2.2689, -0.5007
Si, 4.476, 3.9913, -1.1696
Si, 3.3674, -2.1268, 21.628
Si, 5.741, 7.5086, -6.8213
Si, 5.1882, 2.8816, 24.517
Si, 0.7309, 4.6012, 22.5466
Si, 2.7327, 7.6192, -6.5015
Si, 7.612, 6.2793, 19.7855
Si, 2.1932, 3.1603, -8.2144
Si, 0.5124, 7.497, -3.2414
Si, -2.5213, 5.6875, 24.8732
Si, -1.8511, -2.0282, -9.6284
Si, 1.5841, -1.1405, -4.9097
Si, 6.5819, 1.8979, -1.4044
Si, 3.0551, 6.4393, -3.9458
Si, 7.0358, -0.8416, 16.9726
Si, 6.4477, -0.9515, -8.4341
Si, 0.9625, 5.3608, 19.7716
Si, 3.7392, 4.7727, 18.8029
Si, 0.0305, 4.6007, -6.8127
Si, 4.9609, 7.3141, 19.4848
Si, 0.237, 7.1157, -8.2099
Si, 6.2902, 5.2047, -8.6038
Si, 1.5782, 7.4332, 23.497
Si, -0.8265, 7.7533, 20.2367
Si, -0.9299, 0.8031, -9.4505
Si, 6.6421, 1.4031, -6.5703
Si, 6.8296, 1.8267, 22.0556
Si, -2.0096, 4.0089, -1.4379
O, -0.8078, 4.3111, 22.16
O, -1.0511, -1.9566, 0.3077
O, 4.1123, 5.1601, 17.2513
O, 3.963, 0.9116, 16.5524
O, -2.5668, -1.6797, 17.6308
O, -1.3717, 7.7951, 21.752
O, 4.3505, 7.3502, -3.7763
O, 6.7192, 0.6696, -2.4312
O, 6.2571, 1.3949, 0.0918
O, -1.4008, 5.1378, 25.8776
O, -0.7896, -2.5478, -8.5188
O, -0.7143, 0.1373, 17.5839
O, 1.5063, 4.7405, 21.1475
O, -0.0933, 4.1478, -5.2659
O, 3.4552, -0.4792, 0.5348
O, 5.6389, -0.6741, 17.8354
O, 8.1912, -0.0516, 1.0098
O, 1.7675, -0.5218, -8.4206
O, 5.6511, 1.7428, 20.951
O, 2.0117, 6.9949, -2.8286
O, 3.3301, 4.8494, -3.8801
O, -1.956, 2.0655, -9.4241
O, 7.6673, 0.6764, 16.831
O, 2.8061, -1.8111, -5.7525
O, 3.1109, 2.0835, 21.503
O, 2.7335, 5.4807, 1.0257
O, 7.2481, 5.3608, 18.5036
O, 6.9781, 8.0591, 22.7213
O, -0.3312, 0.0122, 22.0897
O, -0.1832, 8.1536, -1.9599
O, 6.7136, 0.8612, -5.0511
O, -0.762, -1.637, 19.6154
O, 6.4864, 7.4199, 19.989
O, -1.8896, 6.9638, 19.3296
O, 8.0416, 4.6362, 23.6898
O, 0.2528, -2.2206, 17.3488
O, 6.3748, 7.4133, -5.3244
O, 7.6373, 4.3493, -8.8909
O, 7.8279, 3.0141, 21.6425
O, -0.3779, 6.1516, -7.0633
O, 3.9166, 0.7393, 19.2639
O, 4.8709, 7.5486, 17.8922
O, 4.0851, 3.2944, 19.3312
O, 6.9248, 5.9518, 25.5832
O, 5.3858, 2.8729, -1.9132
O, 5.2468, 4.3794, -7.6814
O, 7.8612, 5.5111, 21.1784
O, 2.8686, -1.1309, 17.791
O, 6.6259, 6.5478, -7.7711
O, 1.5947, 1.8648, -7.4462
O, 5.1956, 4.4626, 24.1798
O, 0.5464, -2.2755, -4.4191
O, 7.8914, 5.298, -1.3746
O, 2.9106, 3.919, -1.6102
O, 1.7288, 3.25, -9.7899
O, 2.0853, -0.3258, -3.6267
O, -2.2605, 6.4977, 16.3159
O, -0.6169, 0.5135, -7.8868
O, -1.135, 3.9183, -2.7939
O, 2.3578, -0.9481, 25.7597
O, 7.9897, 2.6722, -1.3572
O, 0.8377, -1.9691, 23.3827
O, 6.2114, 2.0775, 23.5378
O, -0.9508, 3.6844, -7.6955
O, 2.37, 2.34, -3.6663
O, 4.4369, 0.736, -3.6961
O, 0.8325, -0.1259, -5.8915
O, 4.1834, 7.0794, -6.935
O, 1.1707, -0.9206, -0.6114
O, 4.4612, 0.4672, 25.6912
O, 2.1778, 5.1667, 18.7656
O, 7.1488, 0.4394, 25.7515
O, 4.015, -2.4855, 20.2084
O, 4.5723, -1.6605, 22.6219
O, 2.2168, -0.9893, 21.4448
O, 2.4353, 7.3406, 16.8783
O, 5.6646, -1.8497, -7.357
O, 0.7799, 6.025, 23.3421
O, 0.4295, 3.9271, 16.6052
O, 0.5509, 6.9126, 20.0852
O, -0.2976, 6.184, -3.6821
O, 3.6951, 2.3964, 24.1102
O, 1.8198, 0.6976, 23.365
O, 5.2498, -2.5021, 0.8019
O, 1.098, 7.3911, 0.1928
O, 7.1812, 4.2766, 16.1835
O, 7.5241, -1.9593, -9.0756
O, 5.5148, -0.275, -9.5684
O, -1.6008, 1.037, 24.2157
O, 7.6892, 2.5802, -6.9616
O, 7.8166, 0.522, 22.0519
O, 5.9147, -1.6381, 24.8768
O, 5.1861, 2.378, -9.3169
O, -1.4834, 2.5151, 17.8942
O, 4.5104, 3.6381, 0.3986
O, 5.0968, 1.9061, -6.7911
O, -1.9506, 7.0465, 24.2118
O, -1.0049, 4.0416, -0.1697
O, 7.1115, 0.2407, -7.5911
O, 5.1856, 5.4369, -1.4187
O, 4.481, 5.8014, 19.8177
O, 5.0036, 6.9955, 24.0205
O, 5.9634, -1.3998, -3.8161
O, -2.0104, -1.333, 23.5698
O, 2.2616, 6.582, -5.3559
O, 6.6542, 7.2777, -2.5486
O, 2.1663, 7.412, 24.9987
O, 1.43, 3.3278, 23.2542
O, 1.5445, 4.4104, -7.3935
O, 2.8344, 0.9461, -1.5038
O, 2.6891, 7.4503, 22.318
O, -0.2622, 4.5124, 19.1379
O, 1.6622, 7.6727, -7.6913
O, 0.4918, 6.2725, -9.5664

Results
free energy: -157128.439 eV
free energy less fixed offsets of O -570.45, Si -639.56 eV per atom: -0.499 eV

Forces (eV/angstrom), in the order of the atoms: element, x, y, z
Si, -0.0008, 0.0003, 0.0013
Si, 0.0001, 0.0016, 0.0016
Si, -0.0003, -0.0003, 0.0003
Si, 0.001, -0.0006, -0.0004
Si, 0.0011, -0.0007, 0
Si, 0.0002, -0.0001, 0.0009
Si, -0.0017, 0.002, 0.0025
Si, -0.0002, 0.0004, -0.0017
Si, -0.0006, -0.0008, -0.0017
Si, 0.0001, 0.0013, 0.0009
Si, -0.0002, 0.0012, -0.0017
Si, 0.0004, -0.0008, 0.0016
Si, -0.0003, 0.0012, 0.001
Si, -0.0009, 0.0008, 0.0014
Si, -0.0002, -0.0004, 0.0015
Si, 0.0007, 0.0006, 0.0002
Si, -0.0006, -0.0001, -0.0003
Si, 0.0007, 0.0008, -0.0008
Si, 0.0001, 0.0016, -0.001
Si, -0.0008, -0.0008, 0.0005
Si, 0.0011, 0.0006, 0.0004
Si, -0.0002, -0.0007, -0.0012
Si, -0.001, -0.0002, -0.0005
Si, 0.0002, 0.0007, -0.0012
Si, 0.0002, 0.0005, 0.0014
Si, -0.0003, 0.0003, 0.0003
Si, -0.0006, 0.0005, -0.0003
Si, 0.0001, 0.0005, -0.0002
Si, 0, 0.001, -0.0002
Si, 0.0002, -0.0005, -0.0001
Si, 0.0006, -0.0003, -0.0005
Si, 0.0013, 0.0001, 0.0012
Si, 0.0003, 0.0005, 0
Si, 0.0013, 0.0006, 0
Si, 0.0003, 0.0006, -0.0007
Si, -0.0003, 0.0004, 0.0007
Si, -0.0002, 0.0004, -0.0007
Si, -0.0001, 0.0008, -0.0003
Si, 0.0003, -0.0004, 0
Si, 0.0004, -0.0004, -0.0003
Si, 0.0011, 0.0007, 0.0001
Si, -0.0003, -0.0013, 0
Si, -0.0011, -0.0002, -0.0001
Si, 0.0007, 0.0008, 0.0001
Si, -0.0009, 0.0002, -0.0001
Si, 0.0001, 0.0016, 0.0003
Si, 0.0013, 0.0006, 0.0004
Si, -0.0005, -0.0009, -0.0006
Si, 0.0011, -0.0002, 0.0001
Si, 0.0004, 0.001, 0.0001
Si, 0.0009, 0.0006, 0.0007
Si, 0.0006, 0.0007, 0.0003
Si, 0.0002, 0.0003, -0.0003
Si, 0.0007, 0.0005, -0.0002
Si, 0, 0.0008, 0.0001
Si, 0.0002, 0.0007, 0
Si, 0.0008, -0.0006, 0.0006
Si, -0.0006, 0.0002, 0.0008
Si, 0.0009, -0.0001, 0.0006
Si, -0.0004, 0.001, -0.0003
Si, -0.0003, -0.001, 0
Si, -0.0007, 0.0005, 0.0023
Si, 0.0002, 0.0002, 0.0002
Si, 0.0007, 0.0003, 0.0007
Si, 0.0011, 0.001, 0.0007
Si, 0.0002, 0.0003, 0.001
Si, 0.0006, -0.0006, 0.0013
Si, 0.0011, 0.0003, 0.0011
Si, 0.0001, 0.0007, 0.0021
Si, 0.0008, 0.0005, 0.0007
Si, -0.0021, 0.001, 0.0008
Si, -0.0001, 0.0003, 0.0014
Si, -0.0002, 0.0001, 0.0009
Si, -0.0007, 0.0002, -0.0015
Si, -0.001, -0.0001, -0.002
Si, -0.0005, 0.0003, -0.0019
Si, 0.0009, 0.0006, -0.0013
Si, 0.0004, -0.0008, -0.001
Si, 0.0001, 0.0005, -0.0006
Si, 0.001, -0.0003, -0.001
Si, 0.0005, 0.0007, -0.0004
Si, 0.0021, 0.0013, 0.0002
Si, 0.0008, 0.0001, 0.0019
Si, -0.0012, 0.0005, 0.0026
Si, -0.0001, -0.0003, -0.0011
Si, 0.0005, -0.0009, 0.0001
Si, -0.0009, -0.0006, 0.0015
Si, 0.0006, 0.0015, 0.001
Si, 0.001, -0.0005, -0.0028
Si, 0.0011, -0.0009, -0.0019
Si, 0.0005, -0.002, 0.0009
Si, -0.0014, -0.0008, 0.0023
Si, -0.0024, 0.0001, 0.0008
Si, 0.0022, 0.0003, 0.0038
Si, 0.0019, 0, -0.0019
Si, -0.0002, 0, 0.0011
Si, -0.0005, -0.0022, -0.004
Si, 0.0003, -0.0018, 0.0028
Si, -0.0003, 0.0003, 0.0049
Si, -0.0005, -0.0004, -0.002
Si, -0.0004, -0.0017, -0.0039
Si, 0.0046, -0.0014, -0.0018
Si, -0.0003, -0.0003, -0.0027
Si, 0.0004, -0.0017, -0.0021
Si, -0.0024, -0.0015, -0.0004
Si, -0.0012, -0.0022, -0.0002
Si, -0.0013, -0.0003, -0.0001
Si, -0.0007, -0.0005, -0.0013
Si, 0.0001, -0.0002, 0.0023
Si, -0.0001, 0.001, -0.0032
Si, 0.0002, 0.0017, 0.002
Si, 0.0011, -0.0013, 0.002
Si, -0.0006, 0.0001, -0.0035
Si, 0.0025, -0.0015, 0.0033
Si, 0.0007, -0.0007, -0.0027
Si, -0.0004, -0.0005, 0.0018
Si, 0.0001, -0.0011, 0.0019
Si, 0.0007, -0.0003, -0.0036
Si, 0.0006, 0.0002, 0.0007
Si, -0.0007, -0.0005, -0.0049
Si, 0.001, 0, -0.0016
Si, -0.0018, -0.0012, 0.0001
Si, -0.0003, -0.0005, -0.0016
Si, -0.0016, -0.0003, -0.0014
Si, -0.0004, 0.0017, 0.0046
Si, 0.0002, 0.0002, -0.0037
Si, 0.0002, -0.0011, -0.0027
Si, -0.0008, -0.0002, 0.0018
Si, 0, -0.0012, 0.0028
Si, 0.0002, -0.0005, 0.0021
Si, 0.0015, -0.0002, 0
Si, -0.0004, -0.0016, -0.0022
Si, 0.0007, 0.0007, -0.0006
Si, 0.0004, -0.0005, -0.001
Si, -0.0015, -0.0001, 0.0015
Si, -0.0004, 0.001, -0.0029
Si, -0.0009, 0.001, -0.0023
Si, 0.0002, 0.0015, -0.0032
Si, -0.0004, -0.0003, -0.0013
Si, 0.0005, -0.0005, -0.0003
Si, -0.0008, -0.0014, -0.0035
Si, 0.001, -0.0014, 0.0016
Si, -0.0002, -0.0002, -0.0024
Si, 0.0009, -0.0001, 0.0045
O, 0.0007, -0.0004, -0.0001
O, 0.0011, 0.0004, -0.0003
O, -0.0001, 0.0007, 0.0006
O, 0.0012, -0.0004, 0.0006
O, 0.0011, 0.0003, -0.001
O, -0.0007, 0.0006, -0.0008
O, -0.0009, -0.0001, 0.0004
O, -0.0014, -0.0006, -0.0017
O, 0.0006, -0.0011, -0.0019
O, 0.001, -0.001, 0.003
O, 0.0009, -0.0016, 0.001
O, 0.0002, -0.0009, 0.0003
O, -0.0005, 0.0001, 0.0018
O, -0.0005, 0.0007, -0.0025
O, -0.0009, 0.0011, 0.0024
O, 0.0009, -0.0006, -0.0003
O, -0.0016, 0.0003, 0.0009
O, -0.0008, 0.0001, 0.0019
O, 0.0006, 0.0002, 0.0017
O, -0.0006, -0.0007, -0.0011
O, 0.0001, -0.0004, 0.0006
O, 0.0004, 0.0001, 0.0018
O, 0.0013, 0.0002, 0.0002
O, -0.0007, 0, -0.0002
O, 0.0001, -0.0003, 0.0026
O, 0.0009, 0.0006, -0.0012
O, 0.0005, 0.0002, -0.0011
O, 0.0005, 0.0001, 0.0002
O, -0.0005, -0.0003, 0.002
O, 0.0009, -0.0007, -0.0015
O, -0.0001, 0.0001, -0.0015
O, -0.0008, -0.0013, 0.0017
O, 0.0006, 0, 0.0007
O, 0.0007, -0.0006, 0.0001
O, 0.0012, 0, 0.0015
O, -0.0004, 0.0006, -0.0019
O, -0.0011, 0.0003, -0.0002
O, -0.0001, -0.0008, 0.0011
O, 0.0001, -0.0003, 0.0006
O, 0, -0.0012, 0.0006
O, 0.0005, -0.0004, -0.0008
O, -0.0008, -0.0011, 0.0002
O, 0.0006, -0.0001, 0.0002
O, 0, -0.0004, 0.0003
O, -0.0003, 0.0007, -0.001
O, -0.002, -0.002, 0.0003
O, 0.0002, -0.0002, 0.0005
O, 0.0009, 0.0002, 0.0024
O, -0.0008, -0.0011, 0.0005
O, 0.0005, -0.0002, -0.0003
O, 0.0002, -0.0013, 0.0029
O, 0.0006, 0.0006, -0.0013
O, -0.001, 0.0008, -0.0002
O, -0.0006, 0.0004, -0.0015
O, 0.0014, -0.0007, 0.0027
O, -0.0013, -0.0005, -0.0015
O, -0.0011, -0.0016, -0.0017
O, 0, -0.0005, 0.0009
O, 0.0015, 0.0001, -0.0024
O, 0, 0.0008, 0.0004
O, -0.0009, 0.0002, -0.0007
O, 0.0003, -0.0002, 0.0003
O, -0.0004, 0.0006, 0.0025
O, -0.0011, -0.0023, 0.0008
O, -0.0007, -0.0001, -0.001
O, 0, 0, -0.0003
O, -0.0014, -0.0006, -0.0008
O, 0, -0.0011, 0.0013
O, 0.0005, 0.0002, 0.0008
O, -0.0003, -0.0009, 0.0006
O, 0.0004, -0.0006, -0.002
O, 0.0004, 0, 0.0014
O, 0.0001, -0.0004, -0.0012
O, 0.0015, -0.001, -0.0004
O, 0.0001, 0, -0.0006
O, 0.001, 0.0004, -0.0034
O, -0.0006, -0.0015, 0.0004
O, 0.0008, -0.0006, 0.0014
O, -0.0033, 0.0006, 0.0005
O, -0.0002, 0.0001, 0.0015
O, -0.0009, -0.0002, 0.0008
O, 0.0013, 0.0002, 0.002
O, -0.0004, 0.0001, 0.0018
O, 0.0013, -0.0011, 0.001
O, 0.0001, 0, -0.0018
O, -0.0001, -0.0009, 0.0009
O, -0.0013, -0.0001, 0.0005
O, 0.0001, 0.0002, 0.0019
O, -0.0006, -0.001, 0.002
O, -0.0012, -0.0014, 0.0004
O, 0.0009, -0.0004, 0.0007
O, -0.0008, -0.0001, 0.0017
O, -0.001, 0.0018, 0.0019
O, -0.0012, 0.001, 0.0003
O, -0.0005, 0.001, -0.0022
O, -0.0009, -0.0006, -0.0007
O, -0.0002, -0.0014, 0.0023
O, -0.0001, 0.0003, -0.0032
O, -0.0009, -0.0007, 0.0001
O, 0, -0.0002, -0.0013
O, 0.0006, 0.0002, 0.0009
O, 0.0008, -0.0015, 0.002
O, -0.001, -0.0015, -0.0017
O, 0.0007, 0.0005, 0.0011
O, -0.001, 0.0002, -0.0008
O, -0.0012, 0.0006, -0.0024
O, 0.0003, 0.0004, 0.0015
O, 0.0003, 0.0002, 0.0012
O, 0.0006, -0.0012, 0.0001
O, 0.0012, 0, -0.0026
O, -0.0006, -0.0005, -0.0002
O, -0.0017, -0.0007, -0.0024
O, 0.0001, -0.0014, 0.001
O, -0.0005, 0.0009, 0.0027

The program warned: the cutoff lies below the one the program advises for these potential files; the forces do not sum to zero within the program's tolerance; empty levels may hold ghost states of the PAW files; the exchange-correlation potential is rough where the density is thin.
